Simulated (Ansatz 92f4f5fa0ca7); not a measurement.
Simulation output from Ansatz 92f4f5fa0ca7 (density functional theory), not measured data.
Periodic cell of 211 atoms, Si125O78As8, from a study of silicon, its oxide and their interface. The atomic structure is a simulated model.
Doubt: the cutoff is far below the 930 eV that the study's wrapper takes by default for these files, so forces and energies are approximate.
This geometry differs little from another in the collection (a relaxation step or a small displacement).

Settings
functional: PBE
potential files: Ansatz PAW
basis: plane waves
wave-function cutoff: 580 eV
density cutoff ratio: 5
exchange-correlation grid ratio: 1
k mesh: 1 x 1 x 1, Gamma-centred
self-consistency stop: 5e-08 eV per atom in the density residual
occupations: fixed
spin: none
net charge: 0

Cell vectors (angstrom)
a 10.938 0 0
b 0 10.938 0
c 0 0 32.111

Atoms and the computed forces on them: element, x, y, z (angstrom), force x, y, z (eV/angstrom)
As 0.5288 -0.5018 24.6304 -0.0002 0.0026 -0.0001
Si 4.7953 0.6254 24.7212 0.0084 -0.0021 0.0028
Si 2.9986 2.3963 24.6877 0.0052 -0.0082 -0.0021
As 7.7741 3.156 24.5484 0.0044 -0.0024 -0.0082
Si -0.2587 5.551 24.6223 -0.005 0.0081 -0.0102
As 5.9364 4.9794 24.4805 -0.0044 0.0026 0.0006
As 2.3167 8.6014 24.5416 -0.0015 -0.0021 -0.0046
Si 9.0086 7.5258 24.6433 -0.0111 0.0061 0.0068
Si 1.4082 1.2742 26.0407 -0.0068 -0.01 0.0114
Si 6.7366 1.4283 25.9339 -0.0088 0.0103 0.0123
Si 4.184 4.0579 25.9384 0.0117 0.0057 0.0116
Si 9.4858 4.0771 26.0198 -0.0154 -0.0065 0.0208
Si 1.3646 6.8061 25.9162 0.0072 0.01 0.022
Si 6.9798 6.7502 25.8177 0.0068 -0.0098 0.0014
Si 4.0273 9.6332 25.9396 -0.0111 0.0044 0.0087
Si 9.7117 9.4147 25.9898 0.0101 -0.006 0.0069
Si 2.7611 -0.016 27.421 0.0121 0.0089 -0.0038
Si 8.2168 -0.0272 27.2239 -0.0031 -0.0073 0.0021
Si -0.0136 2.6968 27.3029 0.01 0.0074 -0.0013
Si 5.461 2.73 27.3919 -0.0141 -0.0165 -0.0045
Si 2.7811 5.4603 27.2654 -0.0099 -0.0081 -0.0027
Si 8.2093 5.485 27.3778 0.0164 0.0137 0.0003
Si 0.0655 8.1177 27.4009 -0.0066 -0.0111 -0.005
Si 5.5084 8.184 27.1956 0.0073 0.0046 0.0051
Si 4.1018 1.3673 28.6928 0.1092 0.043 0.6761
Si 9.5708 1.3673 28.6928 -0.195 -0.2813 -0.3674
Si 1.3673 4.1018 28.6928 0.0854 -0.0034 -0.529
Si 6.8362 4.1018 28.6928 -0.026 0.1292 0.3208
Si 4.1018 6.8362 28.6928 0.2648 0.0923 -0.6169
Si 9.5708 6.8362 28.6928 0.022 -0.1055 0.585
Si 1.3673 9.5708 28.6928 0.0969 -0.2304 0.5161
Si 6.8362 9.5708 28.6928 0.0283 -0.094 -0.7551
Si 0 0 30.06 -0.0768 -0.1219 0.0078
Si 5.469 0 30.06 -0.051 0.0755 -0.0053
Si 2.7345 2.7345 30.06 0.0069 -0.0333 0.0133
Si 8.2035 2.7345 30.06 -0.0778 0.0165 0.0115
Si 0 5.469 30.06 -0.0867 0.0252 0.0037
Si 5.469 5.469 30.06 0.0682 -0.0131 0.0199
Si 2.7345 8.2035 30.06 -0.0086 0.1665 0.049
Si 8.2035 8.2035 30.06 0.0598 0.0014 -0.0009
Si 1.3673 1.3673 31.4273 -0.0354 0.0194 -0.0019
Si 6.8362 1.3673 31.4273 0.0349 -0.0749 0.0078
Si 4.1018 4.1018 31.4273 -0.0243 0.0681 0.0054
Si 9.5708 4.1018 31.4273 0.1135 -0.0426 0.0045
Si 1.3673 6.8362 31.4273 0.0385 -0.1039 -0.0019
Si 6.8362 6.8362 31.4273 -0.0725 0.0002 0.0056
Si 4.1018 9.5708 31.4273 0.092 -0.0662 0.0164
Si 9.5708 9.5708 31.4273 -0.0017 0.0663 0.0138
Si 2.7345 0 0.6835 -0.024 0.0152 -0.0152
Si 8.2035 0 0.6835 0.0174 0.0259 0.0155
Si 0 2.7345 0.6835 -0.055 -0.0214 0.0129
Si 5.469 2.7345 0.6835 -0.0245 0.0145 -0.0158
Si 2.7345 5.469 0.6835 -0.0055 0.0274 0.0131
Si 8.2035 5.469 0.6835 -0.0173 0.0284 -0.0184
Si 0 8.2035 0.6835 -0.0153 0.0177 -0.0166
Si 5.469 8.2035 0.6835 -0.0344 0.0326 0.0152
Si 4.1018 1.3673 2.0507 0.0374 -0.0297 -0.004
Si 9.5708 1.3673 2.0507 0.0507 -0.0265 0.0039
Si 1.3673 4.1018 2.0507 0.0119 0.0233 -0.0045
Si 6.8362 4.1018 2.0507 -0.0112 -0.006 -0.0153
Si 4.1018 6.8362 2.0507 0.0675 -0.042 -0.006
Si 9.5708 6.8362 2.0507 0.0438 -0.0635 -0.0075
Si 1.3673 9.5708 2.0507 -0.0119 0.0015 -0.0173
Si 6.8362 9.5708 2.0507 -0.0065 0.0079 -0.0052
Si 0 0 3.418 0.0692 -0.0072 -0.4287
Si 5.469 0 3.418 -0.1155 -0.0342 -0.3732
Si 2.7345 2.7345 3.418 -0.0302 0.0811 0.4137
Si 8.2035 2.7345 3.418 -0.117 0.0388 0.2834
Si 0 5.469 3.418 0.05 0.1578 -0.43
Si 5.469 5.469 3.418 -0.1105 0.0879 -0.5154
Si 2.7345 8.2035 3.418 -0.0714 0.1623 0.4255
Si 8.2035 8.2035 3.418 -0.0757 0.0664 0.4657
Si 1.3296 1.3365 4.7912 -0.0048 0.0021 -0.0017
Si 6.7745 1.3636 4.7824 0.001 -0.0042 -0.004
Si 4.1123 4.1756 4.7901 0.0078 -0.0039 -0.0074
Si 9.5775 4.1548 4.7644 0.0034 0.0029 -0.0026
Si 1.2972 6.8489 4.7968 -0.0064 0.0078 -0.0011
Si 6.7657 6.8284 4.7924 -0.0042 -0.006 -0.0056
Si 4.1167 9.6291 4.8115 0.0001 -0.0073 -0.0009
Si 9.5858 9.6276 4.793 0.0009 0.0077 -0.004
Si 2.74 0.052 6.2258 0.0042 0.0067 -0.0021
Si 8.172 0.0335 6.1291 0.001 -0.0003 -0.0097
Si -0.0739 2.729 6.1071 0.0014 -0.0029 -0.0068
Si 5.4805 2.7924 6.1498 0.0024 0.0056 -0.0037
Si 2.7045 5.5322 6.1708 -0.0029 -0.0008 0.0004
Si 8.1799 5.4932 6.1133 0.0003 0.0018 -0.0054
Si -0.0567 8.2474 6.1968 0.0003 -0.006 -0.0068
Si 5.456 8.2292 6.1943 -0.0037 0.003 -0.0052
Si 3.6016 1.9901 7.427 -0.0046 -0.0055 0.0018
As 9.1014 1.8153 7.5755 -0.0013 -0.0032 0.0065
Si 1.7354 3.6748 7.3336 -0.003 -0.0026 -0.0032
As 7.2859 3.7075 7.5688 0.0032 0.002 -0.0041
Si 3.5674 7.3848 7.4691 0.0046 0.0082 -0.0018
As 9.0383 7.3115 7.5528 0.0013 -0.0057 0.0078
Si 1.7926 9.1746 7.4732 -0.0037 -0.0071 0.0022
As 7.2436 9.1977 7.5731 0.0021 -0.0012 0.0048
O 1.1464 4.0555 8.8519 0.0023 -0.0003 0.0027
O 4.0426 1.8121 9.0433 0.001 0.0026 0.0008
O 1.4032 9.7029 9.0096 0.0036 -0.0006 -0.0036
O 3.8881 6.9979 9.0683 -0.0025 -0.0022 0.0019
O 6.2699 4.0867 13.1453 -0.0018 -0.0011 0.0044
O 11.2022 4.6754 23.2402 0.0005 0.005 0.0105
O 2.3191 2.9331 23.2265 0.0039 -0.0012 0.0074
O 5.1231 0.2953 23.1129 0.0206 0.0041 -0.0065
Si 3.7527 16.7733 10.1964 -0.0012 -0.0007 0.0032
Si 1.2598 -0.7184 10.5334 -0.0052 -0.0006 0.007
Si 16.0744 -6.9347 14.3293 0.0006 -0.0042 -0.0001
Si 8.8103 -1.5071 22.1853 0.0042 0.0007 0.0151
Si 12.5323 8.0415 12.7687 -0.0001 -0.0009 -0.0015
Si -1.4567 -1.2188 11.6295 -0.0013 -0.0021 -0.0031
Si 18.0492 -16.9236 16.3845 0.0017 -0.0019 0.0019
Si 5.5204 -1.4158 19.7213 0.0005 -0.0007 0.0026
Si 18.127 5.1018 19.6005 -0.0007 -0.0025 0.0027
Si 4.3018 -8.0117 10.2053 0.0034 -0.0017 0.0038
Si -7.1753 1.1329 14.7022 0.0003 -0.0006 0.0024
Si 7.9895 0.6214 12.9944 -0.0004 -0.0009 -0.0005
Si 4.3993 -4.3853 13.0398 -0.0018 -0.0007 0.0005
Si 6.7933 3.0638 11.9942 0.0014 -0.0018 -0.0009
Si 2.949 -13.6818 19.7101 -0.0013 -0.0018 0.0052
Si 22.673 5.8505 17.1831 -0.0006 -0.0015 0.0025
Si -1.4413 15.3992 12.0226 -0.0001 -0.0022 0.0005
Si -0.537 -9.9889 21.286 -0.005 -0.0073 -0.0061
Si -1.0247 -6.8148 15.1874 0.0008 -0.001 0.0039
Si 1.1148 -11.5416 19.1946 -0.0008 0.0004 0.0073
Si 11.7791 4.9994 10.1237 -0.0056 0.0043 0.0013
Si 10.7529 -1.4078 14.5181 -0.003 -0.0005 0.0016
Si 2.866 1.4006 17.6346 -0.0002 0.0003 0.0029
Si -3.2606 2.2027 20.3907 0.0023 -0.0091 0.0105
Si 8.0013 -13.9311 19.5016 0.0008 -0.0017 0.0016
Si 15.1415 -5.409 19.6133 0.0006 0.0001 0.0049
Si 21.0756 -3.9576 11.0991 0.0006 -0.0007 -0.0026
Si 6.4506 11.1987 22.2037 0.0101 0.0085 0.0144
Si 17.3663 -11.2448 15.442 0.0015 -0.0016 0.0022
Si 0.9257 3.3728 22.4502 -0.0057 -0.0051 -0.0089
Si 13.2742 1.5675 12.1425 -0.0013 -0.0006 0.0018
Si 10.1732 -2.3336 17.4328 0.0005 -0.0012 0.0038
Si -0.1437 1.5777 14.0003 0.0007 -0.001 0.0008
Si 16.894 -3.3391 15.2942 0 -0.0002 0.0034
Si 16.8017 11.9171 18.0226 0 -0.001 0.0019
Si 12.7817 -7.1298 19.3709 0.0001 -0.0004 0.0004
Si 14.4756 -4.0292 17.1068 0.0001 -0.0002 0.004
O 17.4585 -12.8347 15.7593 -0.0008 -0.0007 0.0009
O 14.0084 0.6716 13.2987 -0.0011 -0.0011 0.0008
O 10.8509 -5.8129 16.0423 0.0004 -0.0007 0.0022
O 7.0361 -4.436 15.8563 -0.0008 -0.001 0.001
O 11.5884 0.5604 20.2353 -0.0129 0.0008 0.0108
O -2.2333 -2.5939 18.0907 -0.0001 -0.0005 0.0016
O 8.3041 3.461 11.5506 -0.0005 -0.0004 0.003
O -2.3536 -12.9729 20.6657 0.0007 0 0.0048
O 15.3839 -9.1538 17.8959 0.0004 -0.0014 0.0013
O 2.3743 -10.9311 18.3415 0.0003 -0.001 0.0022
O 11.9727 -5.9615 18.5495 0.0006 -0.0009 0.0007
O 28.9876 -17.0294 17.9987 0.0002 -0.0006 0.0004
O 8.1811 6.3694 19.8778 0.0021 0.0019 0.0011
O 5.4055 -11.4822 18.373 0.0004 -0.002 0.0045
O -0.9105 -0.4358 22.0631 -0.0176 0.0022 -0.0051
O 3.2918 2.7514 11.5053 0.0011 -0.0007 -0.0016
O 2.0528 0.6648 10.8185 0.0013 0.0004 0.001
O 16.606 -3.5401 13.6786 -0.0003 -0.0007 0.0004
O 17.6651 11.7009 16.6491 -0.0007 -0.0006 0.0016
O 17.8574 1.7746 21.7847 -0.0025 -0.0299 0.0008
O 1.9161 -8.3834 18.3109 -0.0009 0.0001 0.003
O 15.325 -5.0736 18.0245 0.0001 -0.0006 0.0001
O 10.6471 10.5886 10.9067 0.005 -0.0029 0.0029
O -0.0818 -8.879 22.4065 0.0023 0.0004 0.0004
O -0.356 2.6342 15.2272 0.0001 -0.0001 0.0011
O 5.8493 2.9092 10.6956 -0.0043 -0.0009 0.0014
O 1.1324 3.6585 20.8378 0.0002 -0.0013 0.0023
O 10.8859 4.1392 11.1999 0.0017 -0.0011 0.0009
O -3.337 -11.5973 22.9171 -0.0087 0.0123 -0.0231
O -12.7266 12.4428 20.389 0.0083 -0.0043 0.0119
O 10.881 6.3433 9.7722 0.0014 -0.0015 -0.0011
O 20.7392 15.4383 13.6126 0.0003 -0.0012 -0.0001
O -7.7048 -4.2511 20.2986 0.0008 -0.0014 0.0004
O -1.5389 1.4236 13.1646 -0.0007 0.0002 0.0032
O 15.0644 5.2184 13.9536 0.0002 -0.0001 0.0007
O 10.8618 -11.9902 18.1752 0.0001 -0.0022 0.0001
O 6.7583 -9.3308 12.6995 0.0009 -0.0027 0.0033
O 9.0529 -2.842 23.0696 -0.0011 0.0152 -0.0075
O 1.8438 9.1024 11.5584 0.0007 -0.0031 0.003
O 10.0143 -1.9855 15.8456 0.002 -0.0001 -0.001
O 18.5662 -0.1199 14.3753 0.0004 0.0006 0.0004
O 17.3282 -2.7445 19.3745 0.0004 0.0003 0.002
O 9.8015 9.3592 13.1984 0.0016 -0.0001 0.0049
O 12.4902 -1.9685 20.0272 0.0015 -0.0008 -0.0024
O -4.1122 -9.1956 19.0771 0.005 0.0016 0.0042
O 7.8429 3.8175 20.3504 0.0011 -0.0055 0.0019
O 12.1204 -2.2323 14.2055 0.0005 -0.0012 0.0016
O -2.5054 4.1765 15.8445 0.0004 0.0003 0.0006
O 3.0808 -13.7362 18.077 0.0008 -0.0009 0.0007
O 9.3632 -2.5797 10.7537 -0.0009 0.0018 0.0038
O 5.6963 -5.5679 20.2395 -0.0001 -0.0006 0.0002
O 2.7455 1.24 15.9956 -0.0002 -0.0006 0.0022
O 22.2181 7.1002 12.28 0.0024 0.0007 0.0035
O 16.7469 -17.7013 15.7984 -0.0004 -0.0002 -0.0005
O 15.2734 -8.3214 14.399 0.0025 0.003 0.0019
O 4.0993 31.007 20.3616 0.0003 -0.0011 0.0008
O 2.9997 -3.5917 13.0812 -0.0005 -0.001 0.0015
O -1.9488 16.896 11.6158 -0.0003 -0.0026 0.0048
O 0.9886 2.0943 12.9249 0.001 -0.0007 0.0011
O 4.7141 -4.7374 11.4677 -0.0023 0.0009 0.0022
O 13.1684 -4.7586 16.4784 -0.0005 -0.0011 0.0011
O 14.3381 -6.8037 19.7549 0.0007 -0.001 0.0012
O 4.1509 4.4048 9.5136 0 -0.0011 0.0029
O 13.1659 5.6046 10.7439 0.0023 0 0.0006
O 4.9166 -10.9232 14.9344 0.0008 -0.0015 0.0013
O 0.2151 0.1573 14.7024 -0.0001 -0.0022 0.002
O -6.4689 -14.4295 15.9278 0.0005 -0.0003 0.0012
O 6.2242 -0.4699 20.7951 0.0016 0.0017 0.0093
O 21.9679 7.2394 17.6475 -0.0006 0.0007 0.0004
O 8.0978 -0.3771 11.6948 -0.0004 -0.0004 0.0038

Results
free energy: -162675.719 eV
free energy less fixed offsets of As -4856.12, O -568.88, Si -635.61 eV per atom: -2.869 eV

The program warned: the cutoff lies below the one the program advises for these potential files; the forces do not sum to zero within the program's tolerance; the exchange-correlation potential is rough where the density is thin.
